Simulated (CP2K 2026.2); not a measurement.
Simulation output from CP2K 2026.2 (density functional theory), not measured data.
Periodic cell of 1182 atoms, Si850O332, from a study of silicon, its oxide and their interface. The atomic structure is a simulated model.
Doubt: the forces sum to 2.37 eV/angstrom along one axis rather than to zero, so they err by at least 0.0020 eV/angstrom per atom on average; the grid cutoff is modest.

Settings: functional PBE; method Gaussian and plane waves; basis set DZVP-MOLOPT-SR-GTH; pseudopotentials GTH-PBE; grid cutoff 350 Ry, relative cutoff 50 Ry; k points Gamma only; occupations fixed; spin none; net charge 0.

Cell vectors (angstrom)
a  16.4025  0  0
b  0  32.805  0
c  0  0  39.9635

Atoms and the computed forces on them: element, x, y, z (angstrom), force x, y, z (eV/angstrom)
Si  0.0313  32.7837  39.5869  0.3527  -0.1487  0.2544
Si  2.7449  2.7516  0.2251  0.106  0.027  -0.0641
Si  0.6746  5.1695  39.8434  -0.1013  0.0431  -0.2766
Si  2.6853  8.6746  39.8754  0.3054  -0.2286  0.0267
Si  1.1755  10.5945  39.5611  -0.0272  0.5042  -0.1643
Si  2.9792  13.9963  0.0721  0.2556  -0.1476  0.3443
Si  16.115  16.4576  0.1505  -0.1944  0.1483  0.437
Si  2.5959  19.2204  0.3436  -0.1789  -0.4247  -0.2468
Si  0.4061  21.5943  39.9536  0.0969  0.1413  -0.1689
Si  2.4075  24.923  39.6121  -0.0649  -0.3364  0.0227
Si  0.1864  27.0654  39.8933  -0.011  0.1151  -0.3384
Si  3.1557  29.6671  39.8677  -0.1407  0.2516  -0.1137
Si  5.7482  32.6397  39.6481  0.1022  0.0071  -0.129
Si  8.1271  3.0064  39.8778  0.0492  -0.018  -0.0943
Si  5.9191  5.2218  39.8264  0.0473  -0.0293  0.0902
Si  8.9718  7.4341  39.939  0.0259  0.0073  0.2165
Si  5.7614  10.7882  0.0514  0.1746  -0.1353  0.147
Si  8.1168  13.538  0.1839  0.1073  -0.1851  0.0857
Si  5.9476  15.9804  39.9634  0.0894  0.2242  -0.2366
Si  7.887  19.6763  0.0456  -0.2832  -0.0132  -0.031
Si  6.2907  21.4715  39.7592  -0.1201  0.1876  -0.2536
Si  8.6578  24.2654  39.8756  -0.2112  0.1087  -0.1936
Si  4.6248  27.8456  39.4141  -0.2067  -0.4865  -0.271
Si  8.0206  30.3628  39.8162  0.3205  0.0846  0.0064
Si  11.0574  32.4181  39.584  -0.1225  -0.0447  0.2394
Si  13.547  3.3218  39.9203  -0.5045  0.5808  -0.0524
Si  11.1962  5.3361  0.3029  -0.1738  0.2767  0.0202
Si  13.4757  8.3848  39.9248  -0.0747  -0.1081  -0.4884
Si  11.1503  10.5198  0.1821  -0.1153  -0.026  -0.0643
Si  13.2861  13.8031  0.2855  -0.0437  -0.182  -0.1415
Si  10.9215  15.8803  0.0371  -0.1621  -0.0628  -0.0822
Si  14.2251  19.0327  39.5329  -0.2301  0.0959  -0.2931
Si  11.2284  22.4284  39.5269  -0.0575  -0.1033  0.114
Si  13.3522  24.9819  39.8532  0.5205  -0.1793  -0.1234
Si  11.4739  26.4211  39.4194  -0.5432  0.0349  -0.4199
Si  13.5093  30.4285  39.8118  0.195  0.1862  -0.0385
Si  1.3595  1.2436  1.2668  -0.2211  -0.063  -0.2453
Si  4.3756  4.0295  1.3043  0.0396  0.1663  -0.3077
Si  1.6527  6.917  1.1613  -0.1964  -0.0836  -0.0336
Si  4.2062  9.6179  1.4034  0.0414  0.1253  -0.1325
Si  1.5972  12.3836  1.2159  0.012  -0.1545  -0.1535
Si  4.3026  15.1472  1.5364  0.1412  -0.0195  -0.1544
Si  1.3378  17.6098  1.4588  0.0577  -0.0482  -0.3536
Si  4.0829  20.4685  1.5212  -0.079  0.2171  -0.0641
Si  1.4012  23.3292  1.1757  0.1786  0.0118  -0.2209
Si  3.986  26.0486  0.9644  0.1063  0.1236  -0.0375
Si  1.4284  28.6834  1.178  -0.1648  -0.2164  -0.067
Si  4.2059  31.3995  1.0962  0.0648  0.1327  0.0985
Si  6.9275  1.363  1.1504  -0.0912  0.0181  -0.1947
Si  9.6863  3.9945  1.455  -0.1598  -0.0332  -0.2976
Si  7.115  6.6555  1.3345  -0.0652  0.0605  -0.3358
Si  9.7135  9.231  1.4742  -0.0274  0.0496  -0.3964
Si  6.9168  12.1466  1.5744  -0.1773  0.049  -0.3042
Si  9.5872  14.7886  1.5478  -0.1861  -0.0198  -0.2009
Si  6.943  17.8238  1.1955  -0.1942  -0.3118  0.0318
Si  9.6208  20.5295  1.3055  0.0716  -0.1087  -0.1374
Si  6.9882  23.2337  1.1981  0.2054  -0.1775  -0.0474
Si  9.7283  25.9405  1.09  0.2468  0.0272  -0.0262
Si  6.9264  28.7721  1.1238  0.1101  0.0592  -0.0023
Si  9.6689  31.4078  1.1823  -0.2269  0.0359  -0.0443
Si  12.5818  1.6701  1.3211  -0.3314  -0.0989  0.0315
Si  15.2744  4.2142  1.2309  0.2986  0.2816  0.1887
Si  12.5242  6.8085  1.4961  -0.0732  0.1352  -0.2087
Si  15.1885  9.4446  1.1569  -0.2204  0.2371  -0.1939
Si  12.2436  12.1494  1.5308  -0.0241  0.0525  -0.2215
Si  14.9405  14.9617  1.4717  -0.0251  0.0071  -0.0171
Si  12.0353  17.6401  1.211  0.0803  -0.1042  -0.2047
Si  15.0269  20.578  1.1233  0.2431  -0.0435  0.1255
Si  12.3901  23.4052  1.3113  -0.1158  0.0201  -0.1428
Si  15.0158  25.9408  1.2341  0.2172  0.1002  0.0402
Si  12.4225  28.767  1.0606  -0.0853  0.1819  -0.0088
Si  15.1812  31.4625  1.149  -0.0804  -0.0757  -0.0246
Si  0.071  2.6749  2.6294  -0.219  0.0586  0.0211
Si  2.7987  32.6965  2.5402  0.0524  -0.0011  0.0489
Si  0.1724  8.1568  2.6049  0.1207  0.0474  -0.1281
Si  2.9648  5.4633  2.5909  -0.1275  0.0707  0.0052
Si  0.0617  13.585  2.6593  0.0207  0.029  -0.1387
Si  2.8849  11.035  2.7526  -0.0383  0.1173  -0.1135
Si  16.3437  19.1727  2.6177  0.0428  -0.0251  0.2784
Si  2.8101  16.4138  2.8196  -0.0106  -0.0221  0.0915
Si  16.3583  24.5683  2.5911  0.0724  -0.1688  0.1221
Si  2.7423  22.01  2.6565  0.0219  -0.0064  0.3097
Si  0.0479  30.0343  2.541  -0.0326  0.0871  0.0078
Si  2.7238  27.2864  2.5626  0.1379  0.0306  0.109
Si  5.627  2.6248  2.6762  -0.0226  0.0806  0.0624
Si  8.3213  0.0172  2.5416  0.036  -0.0386  0.0454
Si  5.6358  8.1209  2.6488  0.1291  0.0133  -0.253
Si  8.3502  5.3439  2.829  -0.1427  0.0359  0.0492
Si  5.5584  13.6332  2.8455  0.0579  -0.0608  0.05
Si  8.3166  10.7179  2.8025  0.0798  -0.1174  -0.152
Si  5.5512  19.0991  2.7064  0.2691  -0.1281  -0.0012
Si  8.2511  16.4067  2.6892  -0.0154  -0.0328  0.0373
Si  5.4793  24.6893  2.3662  -0.0339  -0.0238  0.0003
Si  8.3078  21.9749  2.6676  0.1547  -0.0821  0.1828
Si  5.5291  30.048  2.557  -0.1141  0.0177  0.095
Si  8.3037  27.3592  2.4163  0.047  -0.138  0.1819
Si  11.0733  2.7002  2.797  0.0668  -0.0488  0.1115
Si  13.8145  0.0299  2.5528  0.0375  0.1539  0.0181
Si  11.129  8.0691  2.9038  -0.0184  0.151  0.0351
Si  13.9536  5.4878  2.7638  0.037  -0.0952  -0.0406
Si  10.941  13.5047  2.9178  0.0168  -0.0506  0.147
Si  13.8513  10.8446  2.671  -0.0368  -0.039  -0.0076
Si  10.8648  19.0874  2.6547  0.1062  -0.1064  0.2765
Si  13.5715  16.4258  2.6993  -0.0861  0.0425  0.0721
Si  10.9469  24.6578  2.6448  -0.0321  0.0448  0.2492
Si  13.6491  21.8891  2.5504  0.223  -0.2741  0.1114
Si  10.9852  30.0008  2.5106  -0.0309  -0.0819  0.2269
Si  13.6882  27.386  2.5335  -0.0364  -0.0749  0.1419
Si  1.5047  4.081  3.9456  -0.0189  0.0485  -0.1492
Si  4.1511  1.2834  3.9528  -0.0038  0.0342  0.0179
Si  1.4825  9.5773  4.0193  -0.0462  0.0535  -0.1222
Si  4.2511  6.7997  4.0504  -0.0873  -0.0284  -0.0883
Si  1.3994  14.9849  4.0645  0.1349  -0.0705  -0.0052
Si  4.1856  12.3107  4.2181  0.013  -0.0128  -0.1544
Si  1.3629  20.5628  4.0016  -0.0924  -0.1047  -0.2645
Si  4.1659  17.8058  4.1262  -0.1225  0.0626  0.0243
Si  1.3462  25.9487  3.9571  0.0291  0.0363  -0.0897
Si  4.1762  23.3651  3.937  -0.0509  -0.0992  -0.1463
Si  1.4236  31.3751  3.9468  0.0213  0.0107  -0.0387
Si  4.1257  28.6762  3.9329  -0.0135  0.0077  -0.1481
Si  6.917  3.9956  4.1185  0.1429  -0.0112  -0.0619
Si  9.6467  1.3134  4.0517  0.0175  -0.0131  -0.0661
Si  6.9043  9.4405  4.1452  -0.0477  0.084  -0.0732
Si  9.6809  6.7395  4.1984  0.0052  0.0296  -0.0627
Si  6.913  15.0545  4.1365  -0.0404  0.0178  -0.2005
Si  9.5859  12.1362  4.2162  0.0321  0.1339  -0.0548
Si  6.9258  20.5307  4.0133  0.147  -0.1171  -0.1379
Si  9.5882  17.7511  4.1127  -0.0984  -0.0563  -0.1657
Si  6.8895  25.9917  3.8155  0.0332  0.0245  -0.1209
Si  9.6262  23.3019  4.0698  -0.0338  0.0225  -0.1368
Si  6.9171  31.4386  3.9295  0.0527  -0.0604  -0.0991
Si  9.6026  28.6832  3.9169  0.0725  0.0963  -0.0535
Si  12.4459  4.1251  4.0869  0.1318  0.0374  -0.1132
Si  15.105  1.3577  4.0391  -0.0286  0.0295  -0.0763
Si  12.4797  9.54  4.1428  -0.0499  -0.1021  -0.0906
Si  15.2516  6.8687  4.1109  -0.1157  -0.0532  0.0034
Si  12.3103  14.998  4.129  0.0305  0.0525  -0.0492
Si  15.129  12.251  4.0748  -0.0166  -0.0429  0.0127
Si  12.3024  20.4879  3.9522  -0.0556  0.0391  -0.1444
Si  14.9983  17.7956  4.0511  0.0048  0.0665  -0.2522
Si  12.3422  26.0296  3.9772  -0.0437  -0.0739  -0.19
Si  15.0292  23.194  3.9829  0.0317  0.0263  -0.0482
Si  12.3648  31.4222  3.8894  0.0922  0.0167  -0.1946
Si  15.0625  28.7143  3.9359  0.0106  0.0206  0.0082
Si  16.3886  32.7887  16.3314  -0.0021  0.023  -0.0181
Si  2.7393  2.7411  16.3452  -0.0101  -0.0022  -0.0126
Si  16.3962  5.4779  16.3481  0.0011  -0.0019  0.0033
Si  2.7301  8.2268  16.3398  -0.0109  0.0088  0
Si  16.3743  10.9506  16.3488  0.0071  0.0182  0.0024
Si  2.7026  13.6956  16.3523  0.0049  0.0017  0.0056
Si  16.3333  16.4255  16.3357  0.0212  0.0203  0.0008
Si  2.6802  19.1712  16.3195  -0.001  0.0121  0.0012
Si  16.3463  21.8867  16.3062  0.0057  -0.0056  -0.0041
Si  2.6908  24.6079  16.3106  -0.0071  0.0151  -0.0082
Si  16.3602  27.3146  16.3366  0.0181  0.0124  0.0011
Si  2.7144  30.0437  16.3461  0.0088  0.0128  -0.0138
Si  5.4651  32.7896  16.3517  -0.0199  0.0119  -0.0043
Si  8.2059  2.7327  16.3489  0.0074  0.0051  -0.0118
Si  5.4782  5.4983  16.3507  -0.0393  0.0082  -0.0008
Si  8.1974  8.2326  16.3669  -0.0239  -0.0023  0.0064
Si  5.4549  10.9621  16.3492  0.003  0.0032  0.0052
Si  8.1747  13.6977  16.3287  -0.0123  0.0178  0.0048
Si  5.4419  16.4474  16.335  -0.0518  0.0035  -0.0056
Si  8.1715  19.1743  16.3297  -0.0081  -0.0093  0.0083
Si  5.4259  21.9033  16.3144  -0.0343  0.0241  -0.0124
Si  8.1587  24.6021  16.3275  0.0141  0.0022  -0.0041
Si  5.4443  27.3218  16.3305  -0.0073  0.0016  0.0008
Si  8.1787  30.0378  16.325  -0.0049  0.0327  -0.0097
Si  10.9287  32.7853  16.3314  0.0095  -0.0115  -0.0046
Si  13.6579  2.7304  16.3418  -0.0054  0.0042  -0.0125
Si  10.924  5.4757  16.363  0.0007  0.0149  -0.0009
Si  13.6528  8.216  16.3568  0.002  -0.001  0.0053
Si  10.9069  10.9615  16.3543  -0.0297  0.0201  0.014
Si  13.6129  13.6934  16.3418  -0.0235  0.0426  0.0077
Si  10.8881  16.4295  16.3161  0.0031  0.0092  0.0007
Si  13.6078  19.1636  16.3207  0.0044  0.0013  0.0044
Si  10.8865  21.8862  16.3374  0.0063  0.0096  0.0065
Si  13.6106  24.5914  16.3273  0.0267  0.0239  0.0131
Si  10.8882  27.3145  16.313  -0.0184  0.0549  -0.0088
Si  13.6403  30.0437  16.3183  0.0182  0.0073  -0.0176
Si  1.3585  1.361  17.6826  -0.022  0.0027  -0.007
Si  4.0888  4.1471  17.6999  0.039  -0.0295  -0.0025
Si  1.3473  6.8762  17.6992  0.0251  -0.0018  -0.0017
Si  4.0764  9.605  17.7148  -0.0263  -0.0288  -0.0044
Si  1.3177  12.3297  17.7166  0.0029  -0.0135  0.0015
Si  4.0646  15.0883  17.7001  0.0547  0.0237  -0.0169
Si  1.283  17.8197  17.6769  -0.0112  -0.0354  -0.0074
Si  4.0394  20.5564  17.672  0.0255  -0.0342  -0.0091
Si  1.3043  23.2512  17.6665  0.0395  0.0237  -0.0077
Si  4.0575  25.9598  17.6843  -0.0105  -0.0027  0.0003
Si  1.3328  28.6705  17.7062  -0.0073  0.0393  0.0206
Si  4.0877  31.4134  17.7075  -0.0073  -0.0056  0.0103
Si  6.8381  1.3641  17.7086  -0.0117  -0.0005  0.0099
Si  9.5486  4.1131  17.7321  -0.0203  -0.0266  -0.0139
Si  6.8183  6.8836  17.7377  0.0226  0.0003  0.0036
Si  9.5371  9.6214  17.747  0.0439  0.0069  -0.0034
Si  6.8167  12.3398  17.7093  -0.0245  0.0133  -0.0103
Si  9.5231  15.0753  17.6934  -0.0033  -0.0201  -0.0174
Si  6.8026  17.8227  17.7046  0.013  -0.0059  0.0093
Si  9.5201  20.5337  17.7229  -0.0174  0.0007  0.0159
Si  6.7753  23.26  17.7043  -0.0084  -0.0373  0.0208
Si  9.5225  25.9581  17.6973  0.0056  0.0001  -0.0059
Si  6.8206  28.6698  17.7055  -0.0048  0.0207  0.0144
Si  9.554  31.4007  17.6742  -0.016  0.0257  -0.0254
Si  12.2771  1.3671  17.7003  0.0017  -0.0036  -0.0131
Si  15.0097  4.1171  17.7031  0.0043  -0.0058  -0.0003
Si  12.2657  6.873  17.7285  0.0015  -0.0447  -0.0132
Si  15.0023  9.5955  17.7279  -0.0041  -0.0124  0.0077
Si  12.2426  12.3454  17.729  0.032  -0.0223  0.009
Si  14.9397  15.0803  17.7141  0.0279  -0.0384  0.0075
Si  12.2273  17.8044  17.6867  -0.0172  -0.0263  -0.0073
Si  14.9499  20.5538  17.6776  0.0458  -0.0083  0.0004
Si  12.2299  23.2529  17.7228  -0.0105  -0.0544  0.0154
Si  14.9684  25.9509  17.6981  -0.021  -0.032  0.0082
Si  12.2534  28.6762  17.6677  -0.0107  -0.0257  -0.0172
Si  14.9974  31.4196  17.6766  0.0127  -0.0018  0.0059
Si  16.3954  2.7405  19.0327  0.033  -0.0687  -0.0038
Si  2.7056  32.7885  19.0539  -0.0026  0.0273  0.0021
Si  16.3804  8.2268  19.0869  0.0527  -0.0208  0.018
Si  2.7314  5.5435  19.0651  -0.0786  0.0132  0.0001
Si  16.3029  13.6904  19.0509  0.0229  0.042  -0.0053
Si  2.6881  10.9564  19.0806  0.025  0.0072  0.0332
Si  16.2888  19.1778  19.0321  0.023  -0.0073  0.0065
Si  2.6565  16.4616  19.0285  0.018  -0.007  0.006
Si  16.3225  24.567  19.055  0.0308  -0.0102  -0.0087
Si  2.6609  21.9067  19.0436  -0.041  0.0186  0.0161
Si  16.3408  30.041  19.0425  0.0317  0.0425  0.0032
Si  2.6893  27.2871  19.0765  0.0779  -0.0251  -0.0035
Si  5.4677  2.7751  19.0359  -0.0665  0.0341  -0.0062
Si  8.2143  32.7717  19.0457  0.0612  -0.0587  0.0019
Si  5.4499  8.2739  19.1069  -0.0383  -0.0125  0.0136
Si  8.1898  5.5117  19.0934  -0.0056  -0.0053  0.0295
Si  5.451  13.7237  19.0528  -0.0704  -0.0168  -0.0081
Si  8.1682  11.0026  19.1233  -0.0242  0.0045  0.0315
Si  5.4184  19.217  19.0336  -0.1022  0.0289  -0.013
Si  8.1806  16.4535  19.0668  -0.0176  -0.0225  -0.0083
Si  5.3958  24.6107  19.0843  -0.046  0.0526  -0.0094
Si  8.1385  21.9074  19.0807  0.0005  -0.0111  -0.0248
Si  5.4519  30.0307  19.0677  -0.0421  0.0333  0.016
Si  8.1607  27.2878  19.0925  0.0024  -0.0061  0.0128
Si  10.9116  2.7272  19.086  0.0208  0.0191  0.0136
Si  13.6257  32.7785  19.0452  0.0028  0.0224  0.0186
Si  10.9074  8.2576  19.1113  -0.0418  -0.0159  -0.001
Si  13.6319  5.4909  19.0701  -0.001  0.0465  0.0182
Si  10.8493  13.7114  19.0939  -0.0331  0.0824  -0.0102
Si  13.6095  10.9644  19.0813  -0.0062  0.0357  -0.0292
Si  10.8835  19.1538  19.0892  0.0459  -0.0492  0.0175
Si  13.5387  16.4368  19.0866  -0.0117  0.0574  0.0173
Si  10.8604  24.6154  19.1049  -0.0297  0.0407  0.0006
Si  13.5834  21.8803  19.0927  -0.0061  0.0257  0.002
Si  10.8864  30.0147  19.0437  0.0134  0.04  -0.0114
Si  13.5613  27.2914  19.0523  -0.0175  0.0916  -0.039
Si  1.3371  4.1611  20.3688  0.0243  -0.0196  -0.039
Si  4.0911  1.3959  20.3561  0.0244  0.0045  0.0145
Si  1.325  9.5947  20.4831  -0.0028  -0.0243  0.0606
Si  4.0672  6.9244  20.4734  0.0341  0.0515  -0.0053
Si  1.2479  15.1028  20.3635  -0.0527  -0.047  -0.0669
Si  4.0566  12.3686  20.3921  0.1129  0.07  -0.0328
Si  1.2436  20.56  20.3717  0.0615  -0.0215  -0.0009
Si  4.0143  17.8713  20.3561  0.0818  0.0098  -0.0617
Si  1.2881  25.9102  20.4173  0.0121  -0.029  -0.0143
Si  4.008  23.2578  20.45  0.0176  -0.0022  0.0312
Si  1.3118  31.41  20.4047  -0.0327  -0.0639  0.0079
Si  4.0789  28.6485  20.4322  -0.0533  0.0867  -0.0165
Si  6.7941  4.1549  20.4387  0.0221  -0.0142  0.0652
Si  9.5606  1.3223  20.4451  -0.0732  0.0123  0.0267
Si  6.779  9.6694  20.5006  0.006  -0.0331  0.0787
Si  9.5256  6.9081  20.4781  0.0279  -0.0108  0.0381
Si  6.8258  15.0864  20.4236  -0.042  0.0274  0.0019
Si  9.5072  12.3824  20.5234  0.0228  -0.0449  0.0862
Si  6.7553  20.5684  20.4493  0.0073  0.0046  0.0788
Si  9.5272  17.7964  20.4786  -0.0243  0.0414  0.0719
Si  6.7528  25.9589  20.4802  0.0029  -0.0473  -0.0137
Si  9.4596  23.2864  20.4732  0.0023  -0.0589  0.0376
Si  6.8688  31.383  20.3997  -0.0171  0.0534  -0.0134
Si  9.5807  28.6102  20.4411  -0.0254  0.0732  0.0397
Si  12.2528  4.1371  20.4393  -0.0265  -0.0608  0.0254
Si  15.02  1.3516  20.3698  0.0096  0.0962  -0.0129
Si  12.2534  9.6388  20.4923  0.0152  0.0009  0.0788
Si  14.9883  6.869  20.4375  -0.0651  -0.088  0.0127
Si  12.1551  15.0898  20.4881  -0.0072  -0.0898  0.0487
Si  14.947  12.3321  20.4521  0.0232  -0.0226  0.0563
Si  12.2314  20.5085  20.4823  -0.0518  0.0118  0.0449
Si  14.8746  17.8622  20.4102  0.0604  -0.0247  0.0051
Si  12.2144  25.9671  20.504  0.0385  -0.0138  0.0826
Si  14.9328  23.2524  20.4645  0.0103  0.0289  0.0794
Si  12.2148  31.4161  20.3905  0.0103  -0.0273  -0.0218
Si  14.9185  28.6772  20.3611  -0.0346  -0.031  0.004
Si  16.3404  32.7832  21.7611  0.0143  -0.0268  0.3057
Si  2.7486  2.8298  21.685  -0.0069  0.0134  0.0637
Si  16.3325  5.4499  21.7623  0.025  0.0114  0.137
Si  2.7197  8.2759  21.9042  0.0576  0.0377  0.2481
Si  16.3151  10.9579  21.8251  0.0667  0.0596  -0.0101
Si  2.6191  13.7249  21.6691  0.1765  -0.052  0.0983
Si  16.2408  16.468  21.6809  -0.0263  0.0829  0.0688
Si  2.6411  19.243  21.7055  -0.1659  0.066  0.0329
Si  16.2296  21.8035  21.8051  0.092  0.0277  0.0215
Si  2.5672  24.5204  21.8522  -0.0515  -0.004  0.1843
Si  16.2395  27.2614  21.6731  -0.1091  0.1033  0.0662
Si  2.6542  29.9876  21.7394  0.0995  -0.0402  0.1667
Si  5.5104  0.0299  21.6525  -0.0095  0.09  0.1031
Si  8.1663  2.7272  21.7396  0.0011  0.0445  0.0244
Si  5.4401  5.5639  21.8251  0.0348  -0.0284  0.0183
Si  8.142  8.2838  21.862  0.0075  0.0674  0.0593
Si  5.4246  11.1103  21.8523  -0.3368  0.1065  -0.0682
Si  8.1644  13.7953  21.9209  -0.0513  0.0108  -0.0285
Si  5.4093  16.5054  21.649  -0.0063  -0.0203  0.0358
Si  8.1323  19.1865  21.7874  0.0427  -0.0634  0.0571
Si  5.4093  21.9608  21.8453  -0.1354  -0.0774  0.0128
Si  8.0538  24.5906  21.9008  -0.0078  0.102  0.0254
Si  5.4169  27.3195  21.8793  -0.0208  -0.0205  0.2373
Si  8.1965  29.9435  21.7675  0.0742  -0.0209  0.0429
Si  10.8932  32.7271  21.8445  0.0407  -0.1097  0.0907
Si  13.6557  2.7239  21.714  0.0558  -0.0429  0.0254
Si  10.9144  5.546  21.8289  -0.0235  0.0527  0.0873
Si  13.6658  8.276  21.8234  -0.0067  -0.0812  0.0314
Si  10.881  11.0056  21.8963  0.0107  0.0967  0.1188
Si  13.5131  13.673  21.7932  -0.0365  0.0806  0.1067
Si  10.8185  16.4357  21.9627  0.0298  0.0335  0.0014
Si  13.5567  19.1547  21.9351  -0.0404  -0.0365  0.0655
Si  10.8406  21.9078  21.7831  -0.0437  -0.0214  0.0605
Si  13.6023  24.6325  21.881  -0.0372  -0.1585  0.0185
Si  10.8608  27.2852  21.9582  -0.0861  0.0183  0.1028
Si  13.5299  30.0137  21.726  0.0306  0.0322  0.1085
Si  1.3838  1.456  22.9949  -0.0717  -0.026  -0.0996
Si  4.1096  4.1359  23.1384  -0.1992  0.064  0.2972
Si  1.3018  6.7711  23.1462  0.1081  -0.3599  0.1095
Si  4.0417  9.853  23.2962  0.3495  -0.115  -0.1507
Si  1.2822  12.3975  23.0965  0.0425  -0.2353  -0.2
Si  3.9342  15.2151  22.9108  0.0834  -0.0321  -0.3884
Si  1.1544  17.9268  22.9644  0.022  0.0406  -0.256
Si  3.9715  20.6031  23.1187  0.0861  0.125  -0.1887
Si  1.1316  23.0977  23.2348  0.1  0.0775  0.0086
Si  3.9365  25.9369  23.1778  -0.1078  0.2155  0.2428
Si  1.1497  28.5922  23.0208  0.204  -0.1877  -0.0328
Si  4.1667  31.4043  22.9089  -0.1495  0.1491  -0.293
Si  6.826  1.3687  23.1321  -0.286  0.0519  0.324
Si  9.5065  4.1091  23.0913  -0.2007  0.1131  -0.0326
Si  6.7528  6.9501  23.2489  -0.1538  0.0418  -0.0063
Si  9.4598  9.6849  23.2623  -0.0959  -0.0628  -0.1096
Si  6.6943  12.5517  23.2772  -0.1311  -0.0979  -0.0541
Si  9.4584  15.1161  23.4407  0.0695  -0.079  0.0588
Si  6.7556  17.7824  23.1003  0.0457  -0.1004  -0.2369
Si  9.4375  20.6064  23.1646  0.0287  0.078  -0.1266
Si  6.6737  23.307  23.3682  -0.0963  0.0634  0.139
Si  9.3798  25.9173  23.3281  -0.0027  0.0654  -0.0624
Si  6.9339  28.6118  23.2717  -0.0233  -0.0942  0.0033
Si  9.5319  31.2358  23.1928  0.0553  0.0256  0.0504
Si  12.3896  1.2993  23.088  0.0735  0.0534  -0.0147
Si  14.9837  4.0369  23.1554  -0.0344  -0.0797  -0.0606
Si  12.3243  6.933  23.209  -0.1784  -0.0731  -0.0963
Si  15.0066  9.5967  23.2735  0.0619  -0.0421  0.0515
Si  12.2323  12.3658  23.3433  0.0058  -0.1109  0.0449
Si  14.8223  15.1509  23.0436  -0.1058  -0.015  -0.2679
Si  12.1741  17.8032  23.3549  0.1129  -0.082  -0.0714
Si  14.9193  20.5275  23.3354  0.1184  0.0109  0.0946
Si  12.211  23.2137  23.1819  0.0539  0.0565  -0.1748
Si  14.9942  26.013  23.2502  0.212  0.2144  0.0385
Si  12.2939  28.6916  23.2788  0.0796  0.2046  0.0873
Si  14.8635  31.3624  23.0906  0.002  0.0835  -0.0213
Si  16.2818  2.5035  24.4766  -0.1162  0.2135  0.0922
Si  2.9439  0.1517  24.1221  0.2071  -0.0139  0.0661
Si  0.1009  8.2334  24.5576  -0.3906  -0.2201  -0.1443
Si  2.6216  5.3045  24.6075  0.0052  -0.0008  -0.2998
Si  16.2579  13.8169  24.2307  0.0314  -0.0174  0.1963
Si  2.5716  11.2384  24.7157  0.2071  0.2809  0.1498
Si  16.3328  19.0604  24.6106  0.0898  -0.056  0.0782
Si  2.55  16.5819  24.1646  0.0757  -0.0813  0.1288
Si  16.2091  24.511  24.6292  0.2385  0.0105  0.325
Si  2.5746  21.7801  24.621  -0.0122  -0.1512  0.009
Si  16.2279  29.9443  24.3463  -0.051  0.4972  0.353
Si  2.3914  27.2161  24.5039  0.0989  0.3365  0.1281
Si  5.4447  2.836  24.5645  0.0884  -0.2418  0.0235
Si  8.1668  32.6799  24.4288  -0.1177  0.2254  0.4495
Si  5.4908  8.5  24.6461  -0.352  0.3739  -0.6808
Si  8.0995  5.4709  24.5185  0.0109  -0.0862  0.1759
Si  5.1971  14.0626  24.4376  -0.0181  -0.1152  0.0626
Si  8.0975  11.1825  24.6023  0.1034  -0.2659  0.0414
Si  5.3577  19.1726  24.3123  0.1129  0.0323  0.2503
Si  7.9599  16.5147  24.7246  -0.0963  -0.0057  0.1176
Si  5.1272  24.6474  24.7443  0.3027  0.032  -0.2072
Si  8.0897  21.8949  24.6651  0.2647  0.0251  0.3264
Si  5.5954  30.213  24.3023  0.1275  0.2574  0.3725
Si  8.1027  27.1928  24.9399  0.206  0.0843  0.0131
Si  11.0164  2.7508  24.2717  -0.1087  0.1071  0.2433
Si  13.5932  32.6862  24.6097  -0.2497  -0.0621  0.1569
Si  10.8967  8.303  24.5781  -0.0513  -0.0338  0.115
Si  13.7138  5.5144  24.5323  -0.1749  0.0145  0.1659
Si  10.8841  13.7406  24.8621  0.1783  -0.2271  0.1744
Si  13.6719  10.9433  24.7205  -0.1017  0.0454  0.1108
Si  10.7653  19.278  24.5702  0.1388  0.0515  0.1012
Si  13.5927  16.353  24.6699  0.0195  -0.119  0.062
Si  10.8399  24.5409  24.5367  0.0833  -0.0977  0.2355
Si  13.5147  21.9327  24.6792  0.0711  0.1622  0.2147
Si  10.8559  29.9145  24.7455  0.04  0.0071  0.2243
Si  13.7456  27.442  24.7068  -0.0172  0.1412  0.5028
Si  0.629  3.9389  26.1758  0.1747  -0.3873  -0.0351
Si  4.2817  1.1446  25.7472  0.0574  0.3166  -0.1523
Si  1.566  9.4629  25.9332  -0.2842  0.142  0.1053
Si  3.5665  8.0489  25.9574  1.0032  -0.3939  0.3156
Si  1.1387  15.296  25.4533  -0.1714  0.059  0.4124
Si  3.452  13.2726  25.7932  -0.1965  -0.1618  0.1597
Si  1.6881  19.951  25.9182  0.2139  -0.1331  0.2695
Si  3.9289  17.8265  25.5362  0.0483  0.0076  0.3518
Si  1.4849  24.9679  26.3294  -0.4745  0.0909  -0.2748
Si  3.4368  23.5078  25.9655  0.0603  -0.2352  0.0172
Si  0.6659  31.6131  25.7735  0.1758  -0.1883  -0.1297
Si  4.34  29.0486  25.7684  -0.0477  0.2941  -0.2244
Si  6.4907  4.4136  25.9781  -0.0007  -0.1723  -0.324
Si  9.7579  1.2169  25.4533  -0.1555  0.1729  0.0707
Si  6.8482  9.8702  26.0733  -0.03  -0.0972  -0.1713
Si  9.7491  6.5933  25.7256  0.113  -0.1789  0.1465
Si  6.086  15.6176  25.9924  -0.07  0.0401  0.2285
Si  9.6713  12.075  26.0942  -0.1867  0.1051  -0.1223
Si  6.7906  20.2541  25.8084  0.1413  -0.0471  0.1465
Si  9.1139  18.2263  25.8373  -0.0394  -0.0465  0.3834
Si  6.119  26.3245  26.1631  -0.2183  0.1616  -0.2386
Si  9.8482  22.9463  26.0103  -0.1193  0.0862  -0.1058
Si  6.5129  31.693  25.8952  0.3065  0.0197  -0.0983
Si  9.9749  28.1369  26.2584  -0.0186  -0.0223  0.0114
Si  12.0183  4.3463  25.6967  0.1873  0.0603  0.4122
Si  15.4418  0.7263  25.7989  -0.126  0.1843  0.082
Si  11.9686  9.8213  26.0589  0.0949  -0.0737  0.1311
Si  15.3403  6.638  25.8916  0.0284  0.0765  0.2498
Si  12.7081  14.6693  26.156  -0.1616  0.2038  0.3173
Si  15.0621  12.5782  25.7726  -0.1341  -0.0919  -0.065
Si  12.0326  20.7012  26.0122  0.055  -0.107  0.0093
Si  15.3019  17.3546  25.9185  0.2991  -0.208  0.0236
Si  12.2482  25.9697  25.7593  -0.0283  -0.0996  0.0828
Si  14.4265  23.706  26.0374  -0.1037  -0.0332  0.0723
Si  11.8125  31.7476  25.9849  0.0101  0.0849  0.2803
Si  15.259  28.9297  26.1899  -0.1446  -0.5984  -0.6529
Si  3.6579  1.8123  31.2478  0.0761  0.0836  0.0998
Si  15.4593  2.5299  28.3854  0.0372  0.0815  0.2186
Si  6.152  9.4229  31.1252  -0.07  -0.0225  0.2022
Si  16.3484  11.0255  28.0825  -0.2108  0.1464  0.3343
Si  5.3097  11.0084  28.5703  0.2387  -0.0188  0.2145
Si  2.542  11.7882  29.453  0.1208  0.2899  0.4749
Si  3.0369  14.6376  29.9729  -0.1672  0.2576  0.2777
Si  5.4447  22.0607  27.9183  -0.0499  -0.2842  0.2627
Si  14.8322  30.6417  28.6339  -0.0259  -0.1306  0.368
Si  8.3738  2.8935  27.8138  0.2302  -0.2653  0.2539
Si  3.473  6.0212  29.844  0.0978  -0.1949  0.2028
Si  5.0466  6.8715  27.3405  -0.3788  0.4575  0.4227
Si  3.2213  12.6876  32.2048  0.0568  0.274  0.0777
Si  5.3305  13.8701  28.2641  -0.2011  0.1183  0.3183
Si  10.5445  17.9437  28.6263  -0.2366  0.0376  0.3834
Si  7.2897  20.0353  35.3025  0.0193  -0.1448  -0.2124
Si  5.9294  26.3832  28.5437  0.3785  0.0262  0.909
Si  6.5488  30.8563  29.0131  -0.078  0.1463  0.2012
Si  8.7095  28.4637  34.2538  -0.0705  0.0732  -0.1384
Si  12.0651  30.9741  29.1387  -0.1483  0.1816  0.1944
Si  2.8574  0.5435  28.5106  0.3325  0.0552  0.2431
Si  12.8618  4.1853  28.6991  -0.2152  0.0762  0.3272
Si  13.8288  11.5931  29.9429  -0.1239  0.0371  0.4373
Si  9.4842  12.7931  28.9218  -0.04  0.0134  0.3711
Si  12.1195  14.0623  29.0508  -0.0703  -0.0027  0.3037
Si  7.8485  16.8805  32.1186  0  -0.0219  0.0445
Si  15.5585  15.2009  32.419  -0.0625  -0.1403  -0.0584
Si  13.448  18.7317  28.1643  0.0168  0.0248  0.1064
Si  9.3472  29.3839  29.2209  -0.0326  -0.0461  0.2983
Si  2.6497  30.4648  27.8952  -0.114  0.1716  0.0796
Si  0.0746  0.2612  29.6984  0.2137  -0.0006  0.4893
Si  7.8813  2.364  30.4791  -0.0192  -0.1038  0.3575
Si  1.4531  7.8615  33.235  0.1135  0.0289  -0.0675
Si  9.9289  11.6943  31.6849  0.1239  0.0632  0.215
Si  4.728  12.5847  37.8489  0.1369  -0.0293  -0.1463
Si  6.2076  15.2874  37.0617  0.1464  0.1718  -0.1085
Si  4.0574  20.6491  30.1785  -0.1481  -0.3066  0.4802
Si  7.0967  24.6255  30.6506  -0.0416  0.2104  0.3782
Si  3.5013  21.6038  33.2093  0.0015  0.0051  -0.0789
Si  5.0655  28.4612  30.4305  0.1548  0.0605  0.3805
Si  16.3856  28.0529  31.4141  -0.1212  -0.0234  0.1338
Si  7.7722  27.3848  30.4932  -0.1042  -0.0573  0.3585
Si  5.4611  4.1483  30.9097  0.0155  -0.1556  0.1421
Si  9.8978  7.4113  30.2906  0.1994  -0.2039  0.2558
Si  8.0346  7.8355  27.9563  0.1757  0.0472  0.1653
Si  11.5539  13.7132  33.196  -0.1222  -0.0378  0.1406
Si  5.1482  11.0573  33.3843  0.1954  0.1151  0.1313
Si  9.7528  15.4194  30.2442  -0.0474  0.0315  0.343
Si  6.3389  18.8639  30.6801  -0.1926  -0.1223  0.1768
Si  8.2906  22.9888  28.4953  0.0822  -0.1228  0.61
Si  8.8597  20.2333  29.7782  -0.2173  -0.2679  0.4099
Si  0.5754  28.5769  28.6646  0.08  0.0017  0.016
Si  2.7915  28.3183  32.7983  0.0981  0.0715  0.052
Si  6.039  0.0071  31.2373  0.0221  0.1061  0.2449
Si  10.1615  8.9474  32.914  0.0808  0.0003  0.0009
Si  0.8026  3.0411  32.2995  0.0564  0.03  -0.0998
Si  14.4742  6.8135  28.977  -0.0912  -0.2017  0.3669
Si  12.4903  9.0208  29.1305  -0.0873  0.0257  0.4777
Si  14.4522  12.4023  32.9218  -0.0495  0.0181  -0.0215
Si  1.0528  16.5611  30.81  0.0031  0.0544  -0.1377
Si  8.6879  19.1847  37.8774  0.1234  -0.0357  -0.331
Si  16.2402  23.7055  28.5239  -0.0573  0.1151  0.2179
Si  15.6018  19.2429  30.44  0.1301  -0.319  0.4282
Si  14.0315  26.3796  32.6955  -0.0791  -0.0025  0.0644
Si  12.7062  32.1638  31.743  -0.0771  0.1087  0.1324
Si  14.1429  28.3162  34.831  -0.1513  -0.011  -0.2088
Si  0.4438  0.2389  32.7367  0.0141  0.0361  0.0526
Si  0.6151  5.8601  30.7797  0.0808  -0.0266  0.2508
Si  15.7859  4.5063  34.3566  0.066  -0.0331  -0.2392
Si  2.4691  10.586  34.0514  -0.043  -0.102  -0.0836
Si  14.6116  15.7362  35.997  -0.4278  0.1266  -0.3101
Si  1.4828  15.8211  37.8929  -0.0388  -0.2901  -0.6624
Si  15.0021  23.6324  31.4021  0.0061  -0.0893  0.3481
Si  1.1106  21.4725  37.0125  -0.1162  -0.0193  -0.1996
Si  15.169  30.5372  32.7696  -0.0407  -0.051  0.0896
Si  5.3503  24.0472  33.126  -0.0563  0.051  0.0022
Si  2.9168  0.58  34.872  0.1655  0.0719  -0.2237
Si  7.6367  31.2833  33.1499  -0.1167  -0.1017  -0.133
Si  4.7605  7.3929  37.7147  0.0007  -0.0885  -0.1623
Si  10.092  4.1968  29.8909  -0.1642  -0.0788  0.2176
Si  3.782  6.3974  34.8063  -0.0586  -0.0442  -0.3153
Si  6.0138  17.1641  34.5404  0.0358  0.1574  -0.2896
Si  7.9407  10.5703  33.1688  -0.1571  0.0918  0.3137
Si  8.1053  24.5934  36.9191  -0.0402  0.0694  -0.2877
Si  8.1809  19.7895  32.5306  0.0181  0.0096  0.2043
Si  8.0928  29.6197  36.9802  0.0214  -0.247  -0.4534
Si  12.7826  4.2806  34.1271  -0.0893  0.2138  -0.1336
Si  11.9683  1.7078  33.2386  -0.0715  0.2239  -0.102
Si  11.1229  12.4166  35.856  0.2642  0.0264  -0.2289
Si  15.3256  7.4863  34.4518  -0.0518  0.0708  -0.0422
Si  13.8824  18.461  36.6238  -0.1552  -0.0388  -0.3589
Si  13.7985  11.1355  35.539  -0.1922  -0.0939  -0.1626
Si  12.5367  19.1299  34.0859  -0.1033  -0.0447  -0.1907
Si  14.1358  20.9796  32.5177  -0.0155  -0.0622  0.0115
Si  1.2282  20.9969  28.8262  0.098  -0.1362  0.3893
Si  15.3344  22.2222  35.2308  0.0639  0.0511  -0.2704
Si  5.1703  28.4395  36.4348  0.1247  0.0146  -0.3636
Si  0.4806  4.0902  37.1533  0.1305  0.1777  -0.3595
Si  3.3525  3.3958  35.6961  0.0148  0.0683  -0.2908
Si  1.4458  16.6276  33.6756  0.0167  0.1799  -0.1396
Si  1.9732  11.7267  36.6474  0.0533  -0.3489  -0.2182
Si  2.7193  18.7189  37.4608  0.379  0.3008  -0.2698
Si  10.9514  18.1519  36.3411  -0.1304  0.0239  -0.2609
Si  3.246  23.8074  36.6799  -0.0649  -0.056  -0.2466
Si  6.0891  22.3301  36.6456  0.0343  -0.098  -0.1945
Si  1.4148  30.8022  37.5107  0.091  0.0357  -0.2897
Si  3.1857  30.5439  34.971  0.2983  -0.0774  -0.3144
Si  3.9977  1.3997  37.5838  0.0667  0.0566  -0.1955
Si  9.7037  1.3556  37.5648  0.0405  0.1593  -0.2263
Si  5.1726  6.738  32.1326  0.0047  -0.0127  0.1868
Si  7.2912  9.0616  38.2228  -0.044  0.1752  0.0142
Si  3.4438  18.6705  34.6102  -0.0083  0.0332  -0.425
Si  9.1119  11.4922  37.8742  0.2111  0.1961  -0.0036
Si  2.9462  25.539  33.98  -0.0137  0.0213  -0.1743
Si  8.9783  16.3656  37.3779  0.1229  0.0875  -0.4378
Si  6.7083  26.3145  34.8992  0.0373  -0.0404  -0.2094
Si  13.1393  23.3512  37.3217  0.0707  -0.1131  -0.3756
Si  10.2398  32.301  33.2139  -0.0146  0.0494  -0.1117
Si  11.525  27.3918  34.0105  -0.0459  0.1626  -0.0963
Si  12.4004  2.2783  36.152  -0.2284  0.1413  -0.4888
Si  14.7068  2.1742  38.2622  -0.0524  0.1246  -0.3582
Si  13.928  8.1918  36.7996  -0.132  0.2024  -0.2941
Si  12.4738  7.3992  34.4487  0.0218  -0.0906  -0.1522
Si  13.4616  13.4061  37.4106  -0.0922  -0.2181  -0.3655
Si  12.9666  16.172  33.2813  -0.0109  0.2527  0.0345
Si  1.1182  14.7049  35.9159  0.0237  0.1328  -0.4467
Si  11.0139  25.3806  36.4433  -0.1072  0.1063  -0.3529
Si  0.8899  23.5334  33.4558  0.0663  -0.1161  0.0963
Si  8.5675  32.3445  35.5847  0.0043  -0.0231  -0.3908
Si  15.2698  28.8927  37.7176  -0.0772  -0.0466  -0.0056
O  15.1003  0.7548  38.9934  0.0361  0.3532  -0.128
O  0.8348  32.1545  38.2547  0.0914  0.2179  0.5283
O  1.8566  4.0177  39.6246  -0.0306  0.2122  0.0134
O  3.1824  1.8124  38.914  -0.3516  0.2681  0.11
O  14.3569  3.9039  33.8404  0.0375  0.2028  -0.0646
O  0.3901  5.3685  38.1943  -0.0265  -0.0189  0.3529
O  15.9947  10.1916  39.8219  -0.1692  -0.2752  0.4549
O  3.5669  8.1252  38.5547  -0.0775  0.3998  -0.0197
O  1.2658  11.2326  38.0275  0.1648  -0.2514  0.1456
O  4.083  13.0448  39.2697  0.0135  -0.1042  -0.0518
O  1.3537  13.1075  36.0796  0.0932  0.2719  -0.2923
O  0.0538  15.7003  38.6927  0.325  -0.0347  0.0356
O  15.1878  17.7339  39.6856  0.1221  0.233  0.1089
O  3.7711  18.6572  36.2129  -0.1187  -0.3269  0.5297
O  3.4523  18.8354  38.9139  -0.214  -0.2933  0.2207
O  1.402  20.2844  39.9061  0.0347  0.0706  -0.1468
O  0.3448  22.0327  38.3492  -0.1833  0.3013  0.5124
O  1.4792  25.0522  33.4603  -0.1477  -0.0061  0.1024
O  3.076  24.3848  38.1931  -0.0315  0.5341  0.2942
O  1.2454  26.0195  39.122  0.0537  -0.0557  0.5424
O  15.6321  27.6311  38.6715  0.0113  0.1209  0.0917
O  2.6722  30.2494  38.3775  -0.0444  0.1371  0.0502
O  1.9187  30.9097  35.9475  -0.4434  -0.0407  0.4945
O  5.2277  0.4597  38.155  0.0262  -0.3754  0.5189
O  6.9322  31.5225  39.2695  -0.0372  -0.3577  -0.1468
O  8.9267  2.3398  38.5949  -0.0588  0.131  0.0777
O  7.0508  4.1262  39.2216  0.0399  -0.1447  0.585
O  5.2683  6.052  38.5303  0.2406  -0.2867  0.3171
O  1.6221  0.3547  33.8803  -0.0037  -0.1019  0.0286
O  8.4239  7.9184  38.4597  0.1077  -0.0266  -0.1078
O  4.8897  6.9522  33.7217  -0.0349  0.0626  0.1453
O  5.615  11.3336  38.4271  0.1202  -0.091  0.3047
O  6.0172  8.4137  37.429  0.0382  -0.0046  -0.1195
O  8.5029  12.7674  38.7167  -0.0321  0.2856  0.2569
O  7.0512  14.7496  39.8121  -0.0941  0.1945  -0.1156
O  6.0784  21.0939  35.5651  -0.2891  0.0826  0.028
O  5.5885  16.1413  38.3362  -0.2729  0.1604  0.2921
O  4.694  21.2659  0.1669  0.3141  -0.4454  0.6325
O  10.7312  20.9599  0.0946  -0.0724  0.1273  0.0952
O  4.7374  23.1993  36.511  -0.0593  -0.1649  -0.1396
O  6.2243  21.7821  38.1574  0.3504  -0.0915  0.4721
O  9.8748  23.3248  39.2168  -0.0644  0.0247  0.2394
O  7.883  24.808  38.517  -0.1043  0.0922  0.3694
O  6.2241  27.9371  39.7997  0.2355  0.0608  0.1923
O  4.512  27.7072  37.7444  0.0171  0.2062  0.5748
O  8.9186  28.7412  35.861  0.0241  0.0488  0.3359
O  8.6383  29.4904  38.5164  -0.2663  0.0232  0.4364
O  8.693  0.9842  36.3208  0.2325  -0.1596  0.2576
O  10.1661  32.7449  38.2491  -0.1021  -0.3789  0.1081
O  16.1882  2.7783  37.846  -0.0587  -0.0567  0.0822
O  11.5514  1.081  0.1334  -0.0061  -0.1527  0.0014
O  10.1595  6.3501  39.4113  -0.1232  0.3754  0.5864
O  12.3019  4.4227  39.4041  0.6408  -0.5977  0.2938
O  13.9603  7.8915  38.3902  -0.1264  -0.1936  0.5203
O  12.5671  7.5726  36.081  -0.0687  0.069  0.0631
O  10.3613  10.9473  38.7638  -0.0156  -0.1172  0.0943
O  12.3568  9.5492  39.5561  0.1967  -0.1248  0.0472
O  13.8547  12.9805  38.9277  -0.0531  -0.1285  -0.0318
O  14.2947  12.4133  36.4194  -0.0269  0.2629  0.0147
O  9.9428  16.057  38.6593  0.1691  0.0031  0.2767
O  12.1851  14.8805  39.6026  0.2733  -0.0804  0.2123
O  12.7185  18.5998  0.0264  0.0161  0.142  -0.1328
O  14.2234  19.4073  37.906  0.0728  0.2986  0.4771
O  12.1202  22.319  38.1298  0.1187  -0.2637  -0.1021
O  14.1649  22.6231  36.2833  -0.1542  0.1324  0.4583
O  13.9456  24.2017  38.4671  -0.1373  0.5328  0.2966
O  11.7456  28.0286  39.6588  0.2586  0.1251  0.4937
O  11.0504  26.2462  35.0641  -0.3319  -0.256  0.3895
O  11.0538  26.3001  37.8016  -0.0036  0.1906  0.5911
O  14.1563  29.8335  38.4227  0.0846  -0.002  0.148
O  12.3518  31.48  39.2373  0.1495  0.056  0.255
O  1.8752  5.7755  29.7319  0.0957  -0.0629  0.1329
O  0.2777  3.4185  27.7074  -0.1826  -0.1232  0.0115
O  5.552  0.186  26.1913  -0.1579  -0.2539  0.2347
O  4.6853  2.9783  31.7023  0.1907  -0.1111  0.1669
O  0.4884  9.7309  27.2277  0.4457  -0.3378  -0.2122
O  2.9933  6.5359  25.6098  -0.2976  -0.1248  -0.2331
O  3.9838  6.9049  28.5952  0.0942  -0.0874  0.3995
O  2.2194  4.0917  25.7292  0.0106  0.4805  -0.0874
O  1.0603  11.2083  29.2473  -0.1873  -0.2432  -0.3225
O  0.113  16.2612  26.4144  -0.2799  0.2079  -0.6674
O  4.3034  13.1888  27.1944  -0.1878  0.0943  -0.1067
O  2.2299  14.3364  26.2743  0.1155  -0.2333  -0.0251
O  2.8707  18.8219  26.405  -0.0481  0.2048  -0.6517
O  0.9574  20.4465  27.3216  -0.1611  0.1862  -0.1862
O  3.0266  14.1989  31.5909  -0.08  -0.1988  0.0575
O  4.9183  16.775  26.4299  0.1882  0.0246  -0.2763
O  2.052  26.4945  25.9937  -0.0811  -0.0283  -0.1899
O  0.6813  24.9432  27.8103  0.2438  -0.1287  -0.3869
O  6.7951  22.9629  27.8483  -0.0506  0.283  -0.2357
O  4.1639  22.8681  27.3296  0.0357  -0.0821  0.2442
O  16.0666  29.8003  29.1852  0.0237  0.2886  0.2889
O  15.2368  32.156  29.1179  -0.259  0.0222  -0.1622
O  2.9087  28.685  25.0812  0.0347  -0.1372  -0.2181
O  3.9235  30.0234  26.9996  0.2316  -0.2892  0.1375
O  7.0141  3.6227  27.3214  -0.1308  -0.0613  0.1022
O  8.1114  1.7541  28.9731  0.0541  0.0369  -0.444
O  9.0163  2.1816  26.5385  0.0104  0.0589  0.0275
O  10.7366  0.1813  26.2779  0.5039  -0.3805  -0.2748
O  7.9984  9.2293  27.0938  0.0514  0.1062  -0.18
O  4.7387  12.5663  32.8525  -0.1154  0.0453  0.0567
O  10.9404  5.5174  26.1195  -0.251  -0.0706  -0.5679
O  9.1353  6.8949  27.2259  -0.0155  0.2001  0.027
O  6.4034  14.7872  27.4305  0.1416  0.1383  -0.0454
O  6.5897  19.7035  32.0871  -0.0988  -0.1579  -0.3105
O  8.7856  12.3689  27.5093  0.2371  -0.2641  -0.3128
O  9.3817  11.6983  30.1432  0.108  0.1479  -0.3346
O  8.245  23.7204  29.9465  0.1488  -0.2523  -0.3491
O  5.7854  20.7156  27.0487  0.0675  0.2079  -0.0629
O  7.9275  19.2204  26.4832  0.1839  0.2951  -0.6481
O  8.9218  14.2363  29.4676  -0.1868  0.0283  0.0294
O  7.3573  27.1699  28.9142  -0.1153  0.0356  -0.4558
O  5.1258  27.6851  26.1704  0.0273  -0.2867  0.2458
O  10.9599  21.8383  26.6001  -0.1944  0.1507  -0.2565
O  9.2642  23.6922  27.3929  -0.0717  0.1762  -0.2699
O  6.6545  30.9537  27.3779  0.1752  0.2119  -0.4414
O  6.4804  28.1116  31.2198  0.093  -0.1916  0.0257
O  9.4542  28.8083  27.6869  0.256  -0.3112  -0.2433
O  6.535  29.1734  36.913  0.0038  0.12  0.2957
O  12.4526  3.7614  27.1824  0.2999  -0.1358  -0.5216
O  11.1995  8.1889  29.6868  0.0446  0.231  -0.4072
O  2.1176  31.9355  25.1046  -0.0656  0.0053  0.4401
O  16.2051  1.7453  32.5419  0.0576  0.0296  -0.0989
O  12.4265  9.1323  27.4998  0.013  -0.0544  -0.4664
O  10.788  10.9102  26.4728  -0.1485  0.2561  -0.2711
O  14.9715  7.0716  27.4486  -0.1698  0.3812  -0.5819
O  0.1025  5.4825  26.0822  -0.2414  0.0544  0.0877
O  10.0193  17.7055  27.1118  -0.1494  -0.2471  -0.3685
O  12.4241  15.0547  27.7788  -0.1164  0.0326  -0.4408
O  16.1462  12.2262  26.9873  0.0306  0.2489  -0.0797
O  13.896  13.5459  26.4272  -0.0293  0.1738  -0.068
O  12.8539  19.9989  27.2911  -0.1457  0.2393  -0.2696
O  14.525  17.8969  27.2681  0.1007  0.1475  -0.1178
O  2.1597  16.014  29.7205  -0.0549  -0.1961  0.1534
O  16.2316  16.3346  33.4345  0.0457  0.1813  0.1415
O  11.1619  26.9619  26.6402  -0.0156  0.0913  -0.3535
O  15.1644  23.134  27.4214  -0.1732  -0.1415  -0.1939
O  16.3133  28.1027  27.2199  -0.1302  -0.1102  -0.171
O  12.0958  31.4071  27.5823  0.2583  -0.0566  -0.2619
O  14.7019  30.2972  27.0072  -0.1827  -0.2817  -0.0772
O  6.1803  32.3156  29.6844  -0.129  -0.1307  -0.3937
O  4.512  0.4631  31.6993  0.1408  -0.2392  0.0175
O  3.4262  1.5592  29.6553  -0.2278  0.2072  -0.1595
O  13.2204  5.7606  28.9265  0.0628  0.1635  0.1306
O  0.109  8.4527  33.9576  -0.1636  0.1577  -0.0736
O  6.5176  7.264  27.9517  -0.0776  -0.066  0.3812
O  2.1868  12.0566  33.3276  0.0646  0.0771  -0.0783
O  3.0355  11.6295  30.9852  0.1174  -0.0796  -0.1961
O  14.9386  10.9849  28.911  0.2164  -0.1211  -0.3244
O  2.5705  15.1094  38.881  -0.1112  0.2533  0.3212
O  5.7377  10.6123  27.0469  -0.2764  -0.0771  -0.1056
O  0.0208  15.2999  31.0356  -0.1366  -0.0026  -0.0261
O  5.9034  12.4977  28.9997  -0.0319  0.1217  0.0798
O  4.5634  14.8032  29.4006  0.2109  -0.3325  -0.43
O  3.4913  20.2073  34.0535  0.1334  -0.0576  0.1049
O  6.3049  23.8278  31.8278  0.1921  -0.2154  -0.3147
O  4.7886  22.5687  33.5784  0.012  0.0834  -0.1028
O  0.3949  27.536  29.8989  0.1654  0.0623  -0.055
O  5.3859  29.8556  29.6217  -0.053  -0.0539  -0.1539
O  9.3808  4.0189  28.4289  0.203  0.2064  -0.4203
O  5.3225  5.4319  26.5694  -0.2688  0.0372  -0.4421
O  8.5718  7.9492  29.4931  -0.5613  0.2778  -0.3339
O  4.4027  4.6685  29.7808  -0.0259  -0.031  -0.2269
O  13.8405  8.1976  29.563  0.1378  0.3243  0.0917
O  3.6657  10.9654  28.6012  -0.0347  -0.3952  -0.3722
O  4.0626  10.5355  34.4598  0.043  -0.148  0.04
O  6.6329  10.9649  34.0502  0.0639  -0.143  -0.1256
O  7.5721  9.9703  31.6862  0.1927  0.0282  -0.0017
O  4.791  19.1631  30.2574  -0.1155  0.0286  0.2146
O  7.4362  19.4221  29.598  0.0656  0.103  -0.5482
O  9.738  16.8477  29.5023  -0.0314  0.2516  -0.3493
O  5.1085  21.6735  29.473  0.4822  0.5228  -0.1999
O  10.1426  19.3706  29.297  0.3198  -0.0446  -0.1088
O  9.1612  28.2307  30.4032  -0.0539  0.2563  -0.2814
O  7.9179  25.9301  31.2295  0.0847  -0.0315  0.0302
O  3.319  1.2236  27.1026  0.2093  0.0633  -0.3883
O  5.9811  25.0448  29.5254  -0.2819  -0.2012  -0.3335
O  6.2353  24.9216  34.1926  0.0282  0.2249  0.0444
O  3.8714  28.5134  31.5609  -0.0752  0.0571  -0.3184
O  3.2614  31.7625  28.7204  -0.1117  -0.2144  -0.2741
O  13.4461  30.1111  29.3213  0.0584  -0.213  -0.3436
O  14.9701  1.4787  27.2315  -0.289  -0.2188  -0.0755
O  15.6728  6.3261  29.9854  -0.1193  -0.1648  -0.0981
O  6.1289  7.8198  31.397  0.1798  -0.0477  -0.0908
O  14.246  3.4138  28.9822  0.3923  -0.1054  -0.2529
O  10.6751  10.2759  32.0769  0.0485  0.093  -0.2977
O  15.9043  1.7821  29.7774  -0.1529  -0.0368  -0.2187
O  14.4174  11.6435  31.4769  0.2158  -0.1976  -0.2795
O  11.0505  12.9562  28.5015  -0.0529  -0.2574  0.0074
O  15.5705  13.6202  32.8901  -0.0111  0.1759  -0.139
O  13.0664  13.1608  33.2772  0.0483  -0.0299  0.2834
O  6.7278  17.2892  30.9588  0.0549  0.1145  -0.0262
O  11.5802  15.3401  33.0505  0.0405  -0.148  -0.1455
O  15.055  19.7482  31.9112  -0.0806  0.1192  -0.2635
O  14.0453  15.7375  32.1325  -0.1291  0.0882  0.0193
O  12.1666  17.8402  28.6501  0.1018  -0.0789  0.114
O  14.2748  19.1334  29.5118  -0.3951  0.221  -0.4722
O  8.0625  30.3754  29.4289  -0.032  -0.1153  -0.2264
O  10.7424  30.1432  29.5509  0.0692  0.0354  0.217
O  15.9268  31.8572  33.3634  -0.0811  -0.0803  0.255
O  11.5705  31.5134  32.7318  0.0273  -0.1421  0.0392
O  0.7251  32.5911  31.1468  -0.0559  0.021  -0.2491
O  1.2394  0.459  28.5775  -0.2826  -0.253  -0.2015
O  2.9815  0.6059  36.5427  0.0588  0.0958  0.261
O  1.9533  3.7299  36.5143  -0.0806  0.1636  0.0491
O  0.7269  3.7721  33.7733  -0.0202  -0.0697  -0.0059
O  1.0186  7.0106  31.8957  0.1662  -0.1988  -0.2793
O  5.0217  10.0692  32.0945  0.0795  -0.1689  -0.2651
O  10.7714  13.3588  34.5726  -0.1465  0.292  -0.092
O  1.7078  10.572  35.4973  -0.0279  0.3384  0.4238
O  5.5921  13.7578  37.0902  -0.1669  -0.3382  0.256
O  1.9486  15.3599  34.606  -0.0507  -0.1103  0.4421
O  8.0449  17.6782  37.6785  -0.2641  -0.1083  -0.0393
O  4.5753  17.6904  33.9186  0.0571  -0.1901  0.0912
O  2.371  13.3907  29.1576  0.1154  -0.1937  -0.4474
O  3.6195  21.2066  31.6371  -0.1111  -0.1521  -0.3923
O  6.7641  18.5126  35.0843  -0.1069  0.1417  0.0495
O  2.1005  22.4165  33.4848  0.0324  -0.1385  0.0178
O  16.3577  21.1623  35.9084  0.0564  -0.0436  -0.0071
O  2.7219  20.5361  29.2689  -0.0141  0.1316  -0.1575
O  2.136  29.1151  28.6922  0.0175  0.154  -0.2095
O  4.7519  27.3213  29.278  -0.0198  -0.3293  -0.3452
O  1.3477  27.796  32.2633  -0.0416  0.1515  -0.2275
O  16.0709  29.6236  31.7802  -0.0207  0.2188  -0.0227
O  1.2413  30.9113  27.1658  -0.1861  -0.202  0.1014
O  3.1345  27.1537  33.9013  0.2072  -0.1337  0.334
O  6.8127  3.5784  30.26  0.1527  0.2377  -0.0201
O  7.176  1.2195  31.4311  0.0491  0.168  0.095
O  10.0123  5.7771  30.2903  -0.3109  0.0331  -0.1677
O  9.7246  7.7949  31.8639  0.0473  -0.2412  0.1162
O  8.9085  9.4464  33.8678  -0.208  0.0667  -0.2386
O  3.7524  6.7197  31.3084  -0.0834  0.2828  0.0462
O  2.3143  6.8875  34.251  -0.047  0.1287  0.2938
O  8.0103  10.3465  37.522  -0.0062  -0.2675  -0.1882
O  12.5885  10.5135  29.8298  -0.252  -0.0832  -0.0195
O  8.747  11.9355  32.8003  -0.0299  -0.1153  -0.1064
O  8.8959  15.7091  31.6381  -0.0119  -0.0213  -0.2885
O  13.7345  19.2939  35.2123  0.2215  0.077  0.2376
O  8.7205  18.2288  32.5114  0.0445  -0.1355  -0.1292
O  5.9145  9.8665  29.5818  -0.258  0.2346  -0.2433
O  9.0072  20.624  31.3832  -0.0276  0.1534  -0.1839
O  10.3086  19.048  37.5548  0.1117  0.3399  0.3918
O  8.2155  20.4656  34.0067  -0.2251  0.1179  0.1254
O  8.8557  21.5052  28.7953  0.1704  0.199  -0.4988
O  14.5643  26.8471  34.1897  0.0328  0.1163  0.1047
O  12.4078  26.7631  32.7418  -0.1241  -0.0157  0.1215
O  8.9707  31.7798  32.339  0.0832  -0.3429  -0.1572
O  8.2303  31.1925  36.6445  -0.1317  0.1439  0.3094
O  6.362  31.5036  32.1756  -0.0861  -0.1641  -0.155
O  7.8878  29.7362  33.6094  -0.1808  -0.0315  -0.0897
O  11.2816  8.3115  33.8793  -0.0088  0.0599  0.1383
O  11.9597  3.3364  33.0574  0.0548  -0.2331  -0.233
O  0.3992  4.2994  31.3089  0.1459  -0.0324  -0.0294
O  10.895  12.9833  31.8985  0.008  -0.1363  -0.2846
O  11.6705  3.7806  29.7572  0.3631  -0.2542  -0.2166
O  15.2019  7.4404  36.0824  0.138  -0.158  -0.1449
O  14.613  11.2624  34.1024  -0.0426  0.2648  0.0824
O  13.3725  13.1487  29.6058  0.0357  0.1168  -0.2085
O  11.355  14.974  30.2072  0.2312  -0.3759  -0.3352
O  0.1352  17.8791  30.4732  0.0407  -0.0158  -0.1904
O  12.6785  17.762  33.2029  -0.1515  -0.0821  0.0112
O  14.9864  17.2677  36.4386  0.1223  -0.0923  -0.0418
O  14.773  21.5499  33.884  0.1136  -0.2323  0.1782
O  15.3662  24.0874  29.8688  0.1246  -0.1522  -0.4539
O  0.1559  20.4119  29.8831  0.17  0.1938  -0.1534
O  1.0027  22.6086  28.8596  0.2854  0.0244  -0.0278
O  14.0693  22.2585  31.4766  0.0668  0.0454  -0.2647
O  14.2184  24.8153  32.2477  -0.1651  0.0508  -0.0791
O  13.2737  24.8551  26.5597  0.076  -0.2897  -0.4717
O  12.1851  32.2332  30.1915  0.1696  -0.1261  -0.1525
O  13.9534  31.1533  31.8881  -0.1739  -0.1489  -0.3048
O  12.9899  0.9034  32.2332  -0.0085  -0.263  0.0296
O  14.7241  29.6062  34.0252  -0.081  -0.0279  0.037
O  2.2224  2.3224  31.8688  -0.0227  0.0808  0.1292
O  3.8141  32.0206  34.5404  0.114  0.0025  0.2051
O  15.7355  6.0397  33.8464  -0.2117  -0.0249  -0.2536
O  2.2287  9.3029  33.0477  -0.0771  -0.0897  -0.1762
O  15.8639  4.4893  35.9556  0.0338  -0.234  0.2895
O  3.57  12.004  36.8694  0.3332  -0.2121  -0.1913
O  15.913  14.8634  35.6238  0.1072  0.1311  -0.0937
O  1.8213  17.3679  37.5154  -0.3445  -0.0358  0.0447
O  1.985  16.8115  32.1405  -0.158  -0.3158  0.144
O  1.9377  18.0323  34.373  0.1156  -0.2023  0.0919
O  2.1626  22.6023  36.4729  -0.1238  -0.0916  0.1555
O  16.265  23.484  34.7384  -0.1168  0.0016  0.0244
O  3.1248  24.9628  35.5101  0.1622  -0.1954  0.288
O  1.8362  20.0499  37.2101  -0.0656  -0.2643  0.0212
O  14.676  28.3044  36.3418  0.2188  0.0106  0.12
O  0.2124  29.7288  37.4486  0.0782  0.061  0.195
O  4.0133  24.9448  32.875  -0.0305  -0.2138  -0.2629
O  4.2393  29.5966  35.7679  0.115  -0.1724  0.2878
O  3.2997  2.1711  34.5617  0.1025  0.0109  -0.0424
O  4.4349  2.7974  36.8032  0.126  -0.1083  0.0486
O  7.3997  32.2974  34.4268  0.1664  -0.0214  0.3557
O  12.5101  28.4418  34.789  0.0245  -0.0474  0.2776
O  3.8312  4.7563  34.9293  0.0925  -0.1973  -0.2076
O  5.9004  5.2919  31.9758  -0.0735  0.0218  -0.134
O  9.2893  3.1455  30.9154  0.2223  0.0297  -0.1872
O  9.6893  11.9131  36.4048  -0.4099  -0.25  0.2776
O  4.1284  7.004  36.2624  -0.1425  0.054  0.2376
O  6.9657  16.4279  33.4234  -0.0558  0.0487  0.0631
O  5.7317  16.0668  35.7056  -0.2669  0.1015  0.1856
O  7.8712  15.2144  37.0264  -0.0934  0.0596  0.1934
O  9.9944  16.8172  36.1362  -0.0638  -0.3143  0.2716
O  7.3892  23.2565  36.3392  0.1044  0.0608  -0.155
O  7.4321  25.9233  36.288  0.0312  -0.0876  0.4412
O  9.6535  24.4933  36.4472  0.0991  -0.0713  -0.1029
O  7.7812  27.1434  33.9845  -0.0351  -0.226  0.2033
O  10.1674  28.194  33.5471  -0.0017  -0.2434  0.2015
O  2.7082  29.7399  33.6179  0.0898  0.1048  0.0548
O  12.4294  3.8502  35.6659  0.0368  -0.1453  0.3675
O  11.0467  2.0913  37.0152  -0.2228  0.2029  0.4601
O  12.3915  1.3623  34.7888  0.0669  0.0264  0.3354
O  10.46  1.109  32.9742  -0.0243  0.0721  -0.1054
O  6.8173  9.5112  39.7374  0.0655  0.146  0.0284
O  12.1538  11.2283  35.3538  -0.1351  -0.2473  -0.0909
O  12.3327  5.837  33.9687  -0.058  -0.0007  -0.0243
O  13.889  7.9644  33.8257  0.1279  -0.0287  0.104
O  11.8665  13.2334  37.0624  0.0618  -0.1636  0.0025
O  13.8361  14.9644  37.1921  0.1879  0.119  0.4381
O  14.094  9.7739  36.3774  0.1164  0.1462  0.3109
O  13.5837  15.7728  34.7282  0.1169  -0.4294  0.2385
O  8.1856  20.1345  36.6474  0.2829  -0.0137  0.4153
O  12.4367  17.7077  36.837  0.1062  -0.2889  0.3034
O  12.6755  20.3556  32.9977  -0.0618  0.0517  0.1096
O  14.9927  27.233  31.6876  0.0853  -0.0724  -0.0765
O  12.2825  24.3725  36.3848  0.1914  0.0412  0.1655
O  11.1231  19.0146  34.9342  -0.1012  -0.167  0.0056
O  0.0403  23.2946  32.0944  0.0088  -0.1966  -0.295
O  9.9776  31.9911  34.7992  0.1002  0.2544  0.3012
O  5.4805  27.3103  35.2929  -0.2714  -0.1307  -0.1156
O  13.7495  1.8838  36.9642  0.2365  -0.0292  0.002
Si  0.085  32.7645  5.3545  -0.021  0.039  -0.0866
Si  2.8165  2.6853  5.3466  0.0156  -0.0117  -0.0745
Si  0.1643  5.4173  5.4077  0.0073  0.0384  -0.0368
Si  2.835  8.1798  5.3931  0.063  0.0062  -0.0498
Si  0.0921  10.8901  5.439  -0.0317  0.0028  -0.0396
Si  2.7606  13.6749  5.4944  -0.0543  -0.0391  0.004
Si  0.0088  16.4014  5.3816  -0.0484  0.0335  -0.0241
Si  2.7383  19.1945  5.3868  0.0267  0.0346  0.0317
Si  16.3984  21.8864  5.3944  0.0085  -0.0348  -0.0638
Si  2.76  24.6429  5.3402  0.0315  0.0261  -0.048
Si  0.0105  27.3425  5.329  -0.0077  -0.0325  -0.0542
Si  2.7759  30.0303  5.3373  -0.0336  -0.0462  -0.0341
Si  5.5255  32.7591  5.3485  0.0008  -0.0213  -0.1234
Si  8.2948  2.6567  5.4563  -0.0332  0.0213  0.0083
Si  5.5481  5.3987  5.4456  0.0046  0.024  -0.0437
Si  8.2794  8.1165  5.5129  0.0353  -0.028  0.02
Si  5.547  10.8685  5.4895  0.014  0.0226  -0.0061
Si  8.241  13.6257  5.4852  -0.0007  -0.0368  0.0364
Si  5.5065  16.4078  5.478  0.0265  -0.0253  -0.0295
Si  8.2309  19.1604  5.4344  -0.0289  -0.0167  -0.0232
Si  5.5004  21.922  5.3162  0.019  0.0914  -0.0402
Si  8.1917  24.6653  5.3291  0.0248  -0.0193  -0.0329
Si  5.5331  27.327  5.2718  -0.0265  0.0495  -0.0436
Si  8.2566  30.0549  5.3178  -0.017  0.0403  -0.1012
Si  11.0276  32.7435  5.3561  -0.1078  -0.0307  0.0198
Si  13.7556  2.7103  5.4309  0.0206  -0.0467  0.0181
Si  11.0689  5.4059  5.513  -0.0403  0.0374  0.0466
Si  13.8157  8.1621  5.49  0.0253  0.0612  -0.0237
Si  11.0424  10.8498  5.5188  0.0537  0.0244  0.0088
Si  13.7356  13.6329  5.437  0.0236  0.0715  -0.0248
Si  10.9507  16.3792  5.4735  -0.0132  -0.0267  -0.0141
Si  13.6428  19.1679  5.3988  0.0984  -0.0379  -0.0047
Si  10.9812  21.8747  5.3651  -0.0117  0.0221  0.0249
Si  13.6876  24.6204  5.3326  -0.0004  -0.0115  -0.0313
Si  10.9621  27.3658  5.3427  -0.0293  -0.0196  -0.025
Si  13.7089  30.0852  5.3202  0.0411  -0.0028  -0.0863
Si  1.4349  1.3366  6.7303  -0.0068  0.0064  -0.0177
Si  4.1488  4.0417  6.7722  0.0008  0.0176  -0.003
Si  1.4761  6.8118  6.7835  0.0149  -0.0449  0.0146
Si  4.1489  9.5292  6.829  0.0014  -0.0029  -0.0386
Si  1.4064  12.2815  6.8256  0.0366  -0.0082  0.0139
Si  4.1252  15.0496  6.834  -0.0194  0.0369  -0.0303
Si  1.3742  17.7935  6.7446  0.0147  -0.0119  -0.0506
Si  4.1224  20.5692  6.7205  -0.0543  -0.0267  -0.0029
Si  1.3891  23.2695  6.7183  0.0096  -0.04  -0.0087
Si  4.1414  26.0059  6.6882  -0.0329  -0.0212  0.0106
Si  1.3891  28.6908  6.7089  0.0078  0.0254  0.0015
Si  4.1409  31.4022  6.7095  0.0208  -0.0101  0.0248
Si  6.8719  1.3078  6.7654  0.0553  -0.0061  0.0239
Si  9.6483  4.0386  6.8219  0.0656  -0.0559  0.0095
Si  6.885  6.7641  6.8429  0.0533  -0.0176  -0.0041
Si  9.6384  9.5071  6.86  0.0291  -0.0397  -0.021
Si  6.8708  12.2722  6.8504  -0.0091  0.0356  -0.0425
Si  9.5929  15.013  6.8383  0.0186  -0.0028  -0.0319
Si  6.8613  17.7988  6.8073  0.0053  0.022  0.0037
Si  9.605  20.5382  6.7625  0.0074  -0.0473  0.0016
Si  6.8474  23.2802  6.7116  0.0159  -0.0222  -0.0183
Si  9.577  26.0066  6.7055  -0.0246  0.0206  0.0129
Si  6.8664  28.7004  6.6817  0.0092  -0.0111  -0.0037
Si  9.6208  31.4055  6.7197  0.0573  -0.0475  -0.0099
Si  12.3623  1.3241  6.7563  0.0226  0.044  -0.0174
Si  15.1451  4.0772  6.7751  -0.0373  -0.0057  -0.0332
Si  12.4156  6.8074  6.8435  -0.0194  -0.0323  -0.0229
Si  15.1382  9.5517  6.8393  -0.0149  -0.0077  0.0371
Si  12.373  12.2837  6.8344  -0.0319  -0.0115  -0.0221
Si  15.0718  15.0384  6.7894  0.0064  -0.0451  -0.0236
Si  12.3106  17.7874  6.79  -0.024  0.0109  0.0003
Si  15.0287  20.5238  6.7579  -0.0101  -0.003  0.001
Si  12.3262  23.2627  6.7273  0.001  -0.0291  -0.0282
Si  15.0517  25.9822  6.7087  0.0127  -0.0286  0.0033
Si  12.3354  28.7266  6.7069  -0.0448  0.0112  -0.008
Si  15.0857  31.4243  6.7172  -0.0077  -0.0158  -0.011
Si  0.0773  2.6898  8.1346  -0.0005  0.0245  -0.0058
Si  2.7849  32.7689  8.1011  0.0069  0.0276  -0.0112
Si  0.0913  8.1611  8.1742  -0.0209  0.0365  -0.0095
Si  2.8037  5.4239  8.1562  0.0003  0.0286  0.0005
Si  0.0269  13.6666  8.1634  -0.0042  0.0175  0.0095
Si  2.7755  10.9121  8.1809  -0.0232  0.0019  0.0108
Si  16.4006  19.1517  8.1161  -0.0115  -0.0155  0.0025
Si  2.7345  16.4378  8.142  0.0142  -0.0066  0.034
Si  0.0135  24.6239  8.0876  0.0162  0.046  0.0014
Si  2.741  21.9056  8.1004  0.0242  0.0031  0.0161
Si  0.0302  30.0524  8.0921  -0.0105  -0.0002  -0.0025
Si  2.7613  27.3411  8.0802  0.0159  0.0271  0.0011
Si  5.5116  2.6807  8.1409  0.0042  0.0137  -0.0141
Si  8.249  32.7548  8.117  -0.0449  0.0156  -0.0149
Si  5.5114  8.1543  8.1856  -0.012  -0.0033  0.0095
Si  8.2649  5.403  8.184  -0.0201  0.0364  0.0008
Si  5.4856  13.6606  8.1805  -0.0102  -0.035  0.026
Si  8.2515  10.901  8.1903  0.0412  0.0569  0.0241
Si  5.4642  19.1858  8.1158  0.0285  -0.0111  0.0155
Si  8.2147  16.4102  8.1657  -0.0211  -0.0207  0.0076
Si  5.4725  24.6304  8.0836  -0.02  -0.0243  -0.0013
Si  8.2091  21.9108  8.094  0.0111  0.0057  -0.01
Si  5.5013  30.046  8.084  -0.0298  0.0061  -0.0144
Si  8.2148  27.3552  8.0863  0.0294  0.0088  0.0085
Si  11.0055  2.6691  8.1645  -0.0606  0.0097  0.0063
Si  13.7269  32.7731  8.1196  -0.0152  0.0083  -0.0071
Si  11.0129  8.1498  8.2042  -0.0269  0.0278  0.0172
Si  13.7718  5.4219  8.1735  -0.0254  0.0203  0.0099
Si  10.9765  13.6496  8.1803  0.0301  0.0453  0.0219
Si  13.7388  10.9142  8.1887  -0.0027  0.0113  0.002
Si  10.9404  19.1577  8.1427  0.009  0.0068  0.0051
Si  13.6864  16.4111  8.1416  0.0186  0.0056  -0.0053
Si  10.9348  24.6267  8.0775  -0.0165  -0.0329  -0.0159
Si  13.6722  21.8993  8.1166  0.0261  0.0194  0.0022
Si  10.9701  30.0579  8.1089  -0.0075  0.0209  0.0002
Si  13.6833  27.3462  8.081  0.0053  -0.0163  -0.0151
Si  1.4151  4.0705  9.5177  -0.0025  -0.0003  -0.0074
Si  4.128  1.3291  9.4995  0.0087  -0.0055  0.0081
Si  1.4114  9.5519  9.5508  0.0266  -0.0235  -0.0031
Si  4.1382  6.7979  9.5453  0.0281  -0.0192  0.0031
Si  1.3802  15.0569  9.5142  0.0075  -0.0245  -0.002
Si  4.1181  12.2986  9.5429  0.0057  0.0074  0.0053
Si  1.369  20.5304  9.4696  0.0115  -0.019  -0.0079
Si  4.1016  17.8124  9.4932  -0.0324  0.0054  -0.0002
Si  1.3816  25.9864  9.4552  0.0044  -0.0351  0.003
Si  4.104  23.2709  9.4659  -0.0166  0.0002  0.0069
Si  1.3927  31.4211  9.4684  -0.003  -0.0003  -0.002
Si  4.1162  28.7045  9.4606  -0.0087  0.0011  0.0043
Si  6.8647  4.0524  9.5253  0.0312  -0.0125  0.0064
Si  9.5975  1.3235  9.5056  0.0358  0.009  0.0104
Si  6.865  9.5437  9.544  0.004  -0.0083  -0.015
Si  9.6141  6.7937  9.5445  0.0276  -0.0228  0.009
Si  6.8414  15.0475  9.5293  0.0024  0.0035  0.0028
Si  9.5993  12.2922  9.5441  -0.0082  -0.0243  0.0019
Si  6.839  20.5465  9.4732  -0.0185  -0.0128  -0.0072
Si  9.5741  17.7924  9.5112  0.0027  -0.0105  0.0104
Si  6.84  25.9905  9.456  0.0002  -0.0024  -0.0053
Si  9.5713  23.2695  9.4625  -0.0028  -0.0114  0.0032
Si  6.8558  31.4084  9.4763  0.0426  -0.02  0.0039
Si  9.5817  28.7051  9.4705  0.0019  -0.0114  0.0079
Si  12.3617  4.0652  9.5178  0.0275  -0.0274  0.0016
Si  15.0822  1.3417  9.4954  -0.0051  0.0018  -0.0001
Si  12.354  9.5539  9.5483  -0.0115  -0.0031  -0.0011
Si  15.1035  6.8124  9.5398  0.0055  -0.0196  0.0047
Si  12.3242  15.0484  9.523  -0.0195  -0.0138  -0.002
Si  15.0709  12.3083  9.5456  -0.0119  -0.002  0.0004
Si  12.3066  20.5335  9.4893  -0.0161  -0.0183  0.0042
Si  15.0437  17.788  9.5004  0.0057  -0.0166  0.0007
Si  12.3041  25.9861  9.4508  -0.0074  0.0088  -0.0041
Si  15.0455  23.2654  9.4675  -0.0142  -0.0363  0.01
Si  12.333  31.4237  9.484  -0.0008  -0.0079  -0.0023
Si  15.0499  28.7016  9.4625  0.009  0.0023  0.0044
Si  0.0339  32.7777  10.863  -0.0011  0.0086  -0.0122
Si  2.7699  2.6989  10.8832  0.0042  0.0175  -0.0099
Si  0.0491  5.4357  10.8993  -0.0193  0.0165  -0.0014
Si  2.7701  8.1781  10.9078  -0.0182  0.0153  0.0028
Si  0.0278  10.9286  10.9015  -0.0077  0.0132  0.0062
Si  2.7378  13.6819  10.8852  -0.0052  0.0107  0.0129
Si  16.4017  16.4184  10.8734  -0.002  -0.0023  0.0058
Si  2.7219  19.1664  10.8564  0.0148  -0.0085  0.0102
Si  16.396  21.8895  10.8391  0.0032  0.0191  -0.001
Si  2.7285  24.621  10.8384  0.0017  0.0048  0.0008
Si  0.0079  27.3382  10.8342  0.0009  0.016  -0.0071
Si  2.7495  30.0597  10.8446  0.0042  0.0162  -0.0081
Si  5.4937  32.7723  10.8636  -0.0135  0.0249  -0.0094
Si  8.2331  2.6919  10.8846  -0.025  0.0017  0.0014
Si  5.5041  5.4294  10.899  -0.0074  0.0286  0.0004
Si  8.2348  8.1731  10.8979  0.0011  0.0133  0.0077
Si  5.4879  10.926  10.8964  -0.0067  0.0184  0.0062
Si  8.21  13.6722  10.8854  0.0029  0.017  0.0092
Si  5.4559  16.4299  10.8663  0.0038  -0.0019  0.0105
Si  8.1875  19.1665  10.8505  0.0026  -0.0058  0.0052
Si  5.4599  21.9003  10.8399  0.0077  0.0029  0.0024
Si  8.1948  24.6218  10.8313  0.0109  0.0007  -0.0015
Si  5.4684  27.3402  10.8371  -0.0148  0.0089  -0.0088
Si  8.2136  30.0547  10.8546  -0.0088  0.0148  -0.0044
Si  10.9635  32.7745  10.8712  -0.0235  0.0137  -0.0018
Si  13.7156  2.6997  10.8826  -0.0186  0.0243  -0.0019
Si  10.9832  5.4278  10.8946  -0.0332  0.0159  0.0057
Si  13.7152  8.179  10.9011  -0.0128  0.0205  0.0034
Si  10.9642  10.9208  10.9001  0.005  0.0203  0.015
Si  13.6824  13.6769  10.8911  0.0075  0.0049  0.0117
Si  10.9367  16.4178  10.8715  0.0047  0.0161  0.0093
Si  13.6631  19.1568  10.8541  0.0085  0.0123  0.0031
Si  10.9224  21.8959  10.8389  0.0072  -0.0017  0.0051
Si  13.6617  24.6204  10.8294  0.0159  0.0085  -0.0049
Si  10.9386  27.3357  10.838  -0.0091  -0.0033  -0.0019
Si  13.6879  30.0552  10.852  -0.0089  0.0035  -0.0065
Si  1.3838  1.3455  12.2458  -0.0027  0.0005  -0.0013
Si  4.1196  4.0773  12.2599  0.0086  -0.0152  -0.003
Si  1.3889  6.8229  12.269  0.0115  -0.0117  -0.0028
Si  4.1156  9.5702  12.2661  0.0201  -0.0179  -0.0007
Si  1.3714  12.3194  12.2605  0.0076  -0.0092  -0.0053
Si  4.0908  15.0647  12.2449  -0.0083  -0.0182  -0.0021
Si  1.3561  17.7972  12.2318  -0.0016  -0.0103  -0.0024
Si  4.0884  20.5371  12.2146  -0.0069  -0.0097  -0.0051
Si  1.3523  23.259  12.206  0.0044  -0.0207  0.004
Si  4.0908  25.9847  12.208  0.0021  -0.0075  0.0034
Si  1.3685  28.7021  12.2112  -0.0001  0.0032  -0.0034
Si  4.1061  31.423  12.2286  0.0044  -0.0078  -0.0031
Si  6.846  1.3412  12.2456  0.023  -0.0014  -0.0008
Si  9.5874  4.0784  12.2518  0.025  -0.0091  0.0024
Si  6.8537  6.8195  12.2611  0.0073  -0.0198  0.0004
Si  9.5821  9.5623  12.2609  0.0025  -0.0056  0.0033
Si  6.8369  12.3137  12.2558  0.0082  -0.0133  0.0023
Si  9.5624  15.0578  12.2402  -0.0008  -0.014  0.0005
Si  6.8179  17.8043  12.2252  -0.0092  -0.0117  -0.0009
Si  9.551  20.535  12.2115  -0.0081  -0.0134  0.0009
Si  6.8237  23.2631  12.2066  -0.0112  -0.0102  0.0007
Si  9.559  25.9777  12.2048  -0.0046  -0.0084  0.0027
Si  6.8283  28.6997  12.2158  0.0108  -0.0146  0.0013
Si  9.573  31.4218  12.2296  0.0137  -0.0076  0.0023
Si  12.3197  1.349  12.2395  0.0079  -0.0034  -0.0012
Si  15.0588  4.0839  12.2564  0.0099  -0.0112  0.0008
Si  12.3244  6.8231  12.26  0.0152  -0.013  0.0003
Si  15.0518  9.5706  12.2673  0.0056  -0.0089  -0.0025
Si  12.3089  12.3124  12.2558  -0.0052  -0.004  -0.0027
Si  15.0333  15.0581  12.2496  0.0047  -0.0054  0
Si  12.2909  17.7984  12.2276  -0.0034  -0.0162  0.0039
Si  15.0217  20.5298  12.2135  -0.0038  -0.0262  0.0026
Si  12.287  23.2594  12.2025  -0.0133  -0.0171  0.0012
Si  15.0264  25.9815  12.2007  -0.0024  -0.0121  -0.0014
Si  12.3018  28.6975  12.2136  0.0033  0.0007  0.0004
Si  15.0492  31.4228  12.226  0.0016  0.0004  -0.0015
Si  0.0162  2.7157  13.6187  -0.0118  0.0181  -0.0129
Si  2.7453  32.7848  13.6146  -0.0027  0.015  -0.0051
Si  0.0106  8.1984  13.6263  -0.0082  0.0102  0.0039
Si  2.7533  5.4552  13.627  -0.0032  0.011  -0.0005
Si  16.3882  13.6837  13.6197  0.0029  0.0073  0.0102
Si  2.7371  10.9485  13.6208  -0.0119  0.0168  0.0023
Si  16.3724  19.1574  13.5872  0.0127  0.002  -0.003
Si  2.7099  16.4268  13.6104  0.0038  0.0052  0.0067
Si  16.3754  24.6123  13.576  -0.0074  0.012  -0.003
Si  2.7073  21.8917  13.5783  0.0085  0.0105  -0.0042
Si  0.0012  30.0527  13.596  0.0087  0.0096  -0.0103
Si  2.7198  27.3358  13.5878  -0.0042  0.0133  -0.0044
Si  5.4862  2.715  13.6235  -0.0169  0.0048  -0.0052
Si  8.207  32.7812  13.6113  -0.007  0.0187  -0.0027
Si  5.4843  8.2012  13.6212  -0.0103  0.0127  0.0036
Si  8.2208  5.4563  13.6235  -0.0116  0.0205  0.0052
Si  5.4554  13.691  13.6092  -0.0071  0.0225  0.0035
Si  8.2026  10.9403  13.6149  -0.0081  0.0149  0.0087
Si  5.4432  19.1676  13.5913  -0.0136  -0.0004  0.0037
Si  8.1791  16.4306  13.5913  -0.0026  0.0114  0.0064
Si  5.4479  24.6168  13.5757  -0.0068  0.0056  -0.0067
Si  8.1767  21.8917  13.5801  0.0065  0.001  0.0024
Si  5.4615  30.0551  13.5979  -0.0135  0.0214  -0.0095
Si  8.1846  27.3277  13.5784  -0.0043  0.0208  -0.0087
Si  10.95  2.7148  13.6158  -0.0128  0.0068  -0.0004
Si  13.6794  32.7848  13.6012  -0.0066  0.0046  -0.0148
Si  10.9458  8.1954  13.6264  -0.0084  0.0055  0.0101
Si  13.6834  5.4552  13.6241  -0.01  0.0089  -0.0039
Si  10.9219  13.6828  13.6023  -0.003  0.0088  0.0067
Si  13.6667  10.9415  13.6231  -0.011  0.0171  0.0133
Si  10.907  19.1639  13.5819  -0.0004  0.0086  0.0064
Si  13.6448  16.4253  13.5971  0.0022  0.0073  0.0047
Si  10.9093  24.6057  13.5779  0.0116  0.0125  0.0041
Si  13.6373  21.887  13.5752  0.0158  0.0039  0.002
Si  10.9311  30.052  13.591  -0.017  0.0137  -0.0078
Si  13.655  27.3269  13.5844  0.0129  0.0094  -0.001
Si  1.3665  4.1011  14.9859  0.0001  -0.0225  -0.0073
Si  4.105  1.3577  14.9862  0.0156  0.0134  -0.0108
Si  1.3577  9.5902  14.984  0.0126  -0.0111  -0.0034
Si  4.1044  6.8488  14.9839  0.0099  -0.0146  -0.0081
Si  1.3337  15.0649  14.9862  -0.0028  -0.0184  -0.0043
Si  4.0864  12.3317  14.9868  -0.0009  -0.006  -0.0022
Si  1.3273  20.5331  14.9441  0.0005  -0.0218  -0.0039
Si  4.0705  17.8087  14.9668  0.0151  -0.0104  -0.0118
Si  1.3334  25.9764  14.9483  0.0075  -0.0107  -0.0065
Si  4.0689  23.2611  14.9396  0.0037  -0.0176  0.0003
Si  1.3615  31.4189  14.9723  -0.0105  -0.0082  -0.004
Si  4.0856  28.6937  14.9647  0.0008  0.0122  -0.0004
Si  6.8392  4.1041  14.9901  0.0065  -0.0174  -0.0048
Si  9.5668  1.3562  14.9759  0.004  -0.0023  -0.0007
Si  6.8304  9.5867  14.9896  0.0011  -0.0133  0.0045
Si  9.5626  6.8457  14.9982  0.0095  -0.0232  0.0029
Si  6.811  15.0726  14.969  -0.004  -0.0177  -0.0044
Si  9.5523  12.3251  14.9749  0.0121  -0.0003  -0.0005
Si  6.8061  20.5374  14.9574  -0.0049  -0.0098  0.0021
Si  9.5343  17.8069  14.9542  -0.0072  -0.0206  -0.0016
Si  6.8114  25.9714  14.9504  -0.0008  0.0027  0.013
Si  9.5353  23.2503  14.9558  -0.0224  -0.0277  0.0058
Si  6.8225  31.4212  14.9717  0.0028  -0.0156  -0.0072
Si  9.5451  28.6898  14.945  0.0034  -0.0182  -0.0015
Si  12.2941  4.1039  14.9869  0.0141  -0.0053  0.001
Si  15.0293  1.359  14.9734  0.0116  -0.008  -0.003
Si  12.2884  9.5865  14.9943  0.0181  -0.0038  -0.001
Si  15.0286  6.8442  14.99  0.006  -0.0092  -0.0032
Si  12.2692  15.064  14.9625  0.0039  -0.0111  -0.0042
Si  15.0091  12.3265  14.9908  0.0161  -0.016  0.0024
Si  12.258  20.5358  14.9518  -0.0022  -0.0203  0.0058
Si  14.9928  17.8035  14.9603  0.0089  -0.0123  0.0011
Si  12.2704  25.966  14.9479  -0.0113  -0.0154  0.0062
Si  14.9922  23.2556  14.9425  0.0033  -0.0136  0.0001
Si  12.2934  31.4236  14.9556  0.008  0.0102  -0.0028
Si  15.0197  28.6891  14.9556  -0.0055  0.0126  0.0003

Results
total energy: -236498.523 eV
total energy less fixed offsets of O -438.35, Si -107.03 eV per atom: 9.177 eV
